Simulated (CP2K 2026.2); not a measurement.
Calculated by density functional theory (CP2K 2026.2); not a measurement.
Periodic cell of 534 atoms, Si358O176, from a study of silicon, its oxide and their interface. The atomic structure is a simulated model.
Doubt: the forces sum to 2.13 eV/angstrom along one axis rather than to zero, so they err by at least 0.0040 eV/angstrom per atom on average; the grid cutoff is modest.

Settings: functional PBE; method Gaussian and plane waves; basis set DZVP-MOLOPT-SR-GTH; pseudopotentials GTH-PBE; grid cutoff 400 Ry, relative cutoff 50 Ry; k points Gamma only; occupations fixed; spin none; net charge 0.

Cell vectors (angstrom)
a 16.4025 0 0
b 0 16.4025 0
c 0 0 35.6225

Atoms and the computed forces on them: element, x, y, z (angstrom), force x, y, z (eV/angstrom)
Si 0.214 0.064 0.445 -0.071 -0.022 -0.277
Si 3.113 2.511 0.431 -0.037 0.077 -0.313
Si -0.37 5.646 -0.342 0.386 0.132 -0.011
Si 3.355 7.682 -0.013 -0.365 0.488 0.061
Si -0.085 11.139 -0.42 0.023 0.108 0.264
Si 2.356 14.189 -0.105 0.062 0 -0.292
Si 5.241 0.186 0.114 -0.038 0.182 -0.057
Si 8.465 2.444 -0.183 0.03 -0.347 0.326
Si 5.113 5.9 -0.048 0.375 -0.501 -0.113
Si 8.056 8.524 0.293 0.075 0.05 -0.198
Si 5.692 10.7 -0.016 -0.16 0.151 0.032
Si 8.272 13.678 0.066 -0.062 0.101 0.127
Si 10.691 0.164 0.232 -0.471 -0.203 -0.042
Si 13.894 3.129 -0.357 -0.045 -0.184 0.455
Si 11.165 4.811 -0.32 -0.258 0.226 0.093
Si 13.957 8.167 -0.168 0.067 0.194 -0.124
Si 10.477 11.44 0.036 0.06 0.034 -0.367
Si 13.029 14.505 -0.029 0.115 -0.014 0.169
Si 1.514 1.431 1.754 0.167 -0.045 -0.116
Si 4.241 4.271 1.47 -0.191 -0.099 0.055
Si 1.702 6.979 1.485 -0.019 -0.344 0.066
Si 4.139 9.524 1.28 0.227 -0.036 -0.116
Si 1.371 12.345 1.077 -0.053 0.085 -0.09
Si 4.015 15.085 1.39 -0.176 0.01 -0.208
Si 6.902 1.371 1.312 0.07 0.049 -0.286
Si 9.616 3.974 1.243 0.044 0.074 -0.049
Si 6.808 6.858 1.335 -0.149 0.104 0.073
Si 9.61 9.757 1.472 -0.014 0.118 0.017
Si 6.705 12.42 1.306 0.119 -0.044 -0.235
Si 9.447 15.089 1.532 -0.03 0.049 -0.276
Si 12.239 1.313 1.498 0.087 0.226 -0.057
Si 15.124 4.197 1.266 0.015 -0.162 -0.128
Si 12.365 7.068 1.178 -0.185 0.105 -0.082
Si 14.993 9.854 1.126 0.05 -0.063 0.067
Si 12.19 12.595 1.212 -0.117 0.022 -0.097
Si 14.858 15.234 1.422 0.015 -0.012 -0.164
Si 0.044 2.891 2.774 -0.071 0.166 0.088
Si 2.823 -0.013 2.943 0.042 -0.02 0.336
Si 0.032 8.385 2.54 -0.015 0.065 0.025
Si 2.846 5.521 2.91 -0.087 0.03 0.106
Si -0.052 13.682 2.589 -0.07 0.069 -0.119
Si 2.722 10.976 2.561 -0.035 0.077 -0.077
Si 5.616 2.821 2.73 0.104 0.004 0.042
Si 8.133 0.065 2.831 -0.057 0.047 0.112
Si 5.505 8.248 2.772 -0.081 -0.043 0.079
Si 8.274 5.492 2.598 0.137 -0.181 -0.072
Si 5.384 13.717 2.723 0.046 0.045 0.075
Si 8.152 11.094 2.755 -0.099 -0.017 0.096
Si 10.96 2.803 2.767 0.016 0.029 0.161
Si 13.63 0.098 2.919 0.142 0.049 0.181
Si 11.034 8.346 2.679 -0.025 -0.085 0.072
Si 13.67 5.564 2.564 -0.04 0.011 0.204
Si 10.91 13.769 2.802 -0.04 0.033 0.146
Si 13.602 11.13 2.563 -0.017 -0.034 -0.07
Si 1.397 4.194 4.191 0.006 -0.016 -0.046
Si 4.215 1.454 4.159 -0.016 -0.039 -0.098
Si 1.37 9.665 4.015 -0.032 -0.067 -0.032
Si 4.183 6.907 4.219 0.057 0.1 -0.141
Si 1.318 15.009 4.106 0.056 0.033 -0.109
Si 4.052 12.308 4.052 0.015 -0.017 -0.056
Si 6.965 4.177 4.104 -0.019 -0.154 -0.032
Si 9.584 1.414 4.149 0.048 -0.047 -0.126
Si 6.853 9.649 4.128 0.007 0.038 -0.174
Si 9.622 6.915 3.983 0.023 0.038 -0.045
Si 6.767 15.064 4.142 0.011 0.123 -0.086
Si 9.55 12.389 4.159 -0.036 0.059 -0.147
Si 12.342 4.221 4.076 -0.003 0.032 -0.253
Si 15.069 1.504 4.145 -0.128 0.042 -0.029
Si 12.349 9.718 4.037 0.017 0.009 0.042
Si 15.064 6.96 3.966 -0.045 -0.008 -0.309
Si 12.284 15.093 4.207 -0.037 -0.112 -0.006
Si 15.009 12.361 4.026 0.101 0.047 -0.037
Si 0.02 0.047 10.918 0.02 -0.033 -0.016
Si 2.752 2.766 10.95 0 0.009 0.014
Si 0.013 5.49 10.938 0.009 0.006 0.008
Si 2.744 8.215 10.911 0.008 0.024 0.009
Si -0.002 10.959 10.927 0.01 0.038 -0.004
Si 2.743 13.693 10.921 0.023 -0.014 -0.007
Si 5.492 0.034 10.964 -0.003 -0.015 0.008
Si 8.251 2.774 10.953 0.018 -0.033 0
Si 5.508 5.492 10.926 0.028 -0.064 0.004
Si 8.214 8.201 10.921 0.03 0.019 -0.018
Si 5.472 10.944 10.912 0.01 0.002 -0.01
Si 8.218 13.689 10.944 -0.009 0.008 -0.016
Si 10.979 0.054 10.956 0.006 -0.013 -0.002
Si 13.694 2.782 10.934 0.033 0.005 0.002
Si 10.969 5.491 10.95 0.005 0.009 0.001
Si 13.674 8.209 10.955 0.03 0.02 0.004
Si 10.941 10.939 10.951 0.011 0.021 0.005
Si 13.691 13.716 10.937 -0.026 -0.008 -0.004
Si 1.376 1.389 12.315 -0.04 -0.049 0.003
Si 4.151 4.126 12.3 0.034 0.059 -0.015
Si 1.401 6.843 12.294 -0.018 -0.019 0.002
Si 4.114 9.564 12.274 -0.009 0.018 0.009
Si 1.374 12.326 12.272 -0.002 -0.013 0.002
Si 4.11 15.046 12.295 -0.024 -0.014 0.014
Si 6.893 1.398 12.314 0.035 0.044 -0.017
Si 9.62 4.124 12.333 -0.014 0 0.006
Si 6.882 6.823 12.315 -0.039 0.036 0.014
Si 9.567 9.54 12.304 -0.076 -0.037 -0.015
Si 6.839 12.296 12.281 0.003 0.009 0.006
Si 9.603 15.069 12.293 -0.005 -0.011 -0.027
Si 12.341 1.43 12.333 -0.004 -0.031 0.024
Si 15.053 4.122 12.324 -0.02 -0.035 -0.005
Si 12.333 6.819 12.339 -0.051 -0.014 0.007
Si 15.048 9.58 12.296 -0.006 -0.013 -0.004
Si 12.327 12.323 12.285 0.015 0.029 -0.006
Si 15.067 15.093 12.297 0.023 0.045 0.008
Si 0.01 2.755 13.696 -0.016 0.044 0.007
Si 2.735 -0.01 13.665 0.028 0.035 0.011
Si 0.008 8.192 13.646 -0.012 0.042 0.041
Si 2.787 5.49 13.667 -0.01 -0.073 0.013
Si 0.029 13.703 13.643 0.005 -0.039 0.016
Si 2.728 10.933 13.61 -0.027 0.051 0.013
Si 5.529 2.765 13.669 -0.027 -0.038 0.038
Si 8.273 0.04 13.682 -0.019 -0.081 0.051
Si 5.463 8.171 13.637 0.069 0.011 -0.015
Si 8.253 5.461 13.716 0.025 -0.059 -0.019
Si 5.481 13.668 13.645 0.014 -0.061 0.04
Si 8.161 10.886 13.647 0.058 0.076 0.015
Si 10.981 2.786 13.738 -0.059 0.02 -0.013
Si 13.735 0.077 13.684 0.04 -0.059 -0.007
Si 10.915 8.15 13.676 0.075 0.029 0.014
Si 13.682 5.443 13.738 0.103 0.008 0.027
Si 10.957 13.682 13.643 -0.025 0.039 0.004
Si 13.683 10.948 13.654 -0.027 0.019 0.013
Si 1.439 4.095 15.006 0.014 0.115 0.046
Si 4.161 1.344 14.965 -0.003 0.039 0.065
Si 1.381 9.56 14.987 -0.007 0.014 0.025
Si 4.135 6.844 15.072 0.054 0.029 -0.046
Si 1.373 15.035 15.068 -0.07 -0.021 0.015
Si 4.08 12.288 14.979 -0.05 -0.036 0.008
Si 6.882 4.11 15.096 0.056 0.009 0.059
Si 9.629 1.409 15.1 0.069 0.089 0.011
Si 6.777 9.517 15.032 -0.113 -0.118 0.004
Si 9.63 6.765 15.135 -0.038 0.027 0.082
Si 6.89 15.03 14.979 0.033 0.128 -0.015
Si 9.569 12.255 14.943 -0.085 -0.07 -0.069
Si 12.331 4.104 15.194 -0.032 -0.073 0.044
Si 15.05 1.448 15.144 -0.041 -0.082 0.032
Si 12.274 9.562 14.966 -0.029 -0.023 -0.046
Si 15.076 6.824 15.051 -0.047 -0.097 -0.024
Si 12.357 15.069 14.966 -0.002 -0.023 -0.024
Si 15.088 12.31 14.994 0.027 0.065 0.004
Si 0.017 0.024 16.445 -0.027 -0.029 0.123
Si 2.82 2.695 16.337 -0.02 0.018 0.006
Si 0.123 5.481 16.392 0.034 -0.215 0.082
Si 2.741 8.234 16.393 -0.105 0.084 0.072
Si 0.046 10.935 16.36 0.049 0.008 0.014
Si 2.764 13.642 16.401 0.079 -0.036 0.142
Si 5.529 -0.006 16.333 -0.008 0.113 0.015
Si 8.236 2.743 16.513 -0.034 -0.074 0.087
Si 5.511 5.487 16.459 -0.129 0.014 0.156
Si 8.141 8.112 16.377 0.137 0.117 0.066
Si 5.292 10.818 16.362 0.225 0.153 0.137
Si 8.221 13.6 16.29 0.045 -0.155 0.023
Si 11.122 0.078 16.382 0.008 -0.081 0.016
Si 13.677 2.758 16.643 0.1 0.101 0.096
Si 11.007 5.452 16.652 -0.027 0.07 0.13
Si 13.619 8.201 16.314 0.076 -0.038 0.069
Si 10.858 10.857 16.326 0.003 0.034 0.196
Si 13.688 13.669 16.308 -0.015 0.058 0.101
Si 1.525 1.332 17.766 -0.105 0.157 0.132
Si 4.148 4.05 17.75 0.064 -0.012 0.23
Si 1.484 6.871 17.809 0.255 -0.206 -0.021
Si 3.905 9.568 17.942 0.049 0.08 -0.012
Si 1.437 12.218 17.796 0.015 -0.071 0.002
Si 4.219 15.009 17.697 -0.051 0.015 -0.164
Si 6.831 1.306 17.81 -0.142 0.186 0.124
Si 9.567 4.047 18.034 0.104 0 0.028
Si 6.84 6.851 17.904 0.036 -0.036 -0.031
Si 9.45 9.487 17.731 0.128 -0.046 -0.271
Si 6.74 12.191 17.561 -0.138 -0.045 -0.267
Si 9.766 14.953 17.473 0.164 0 -0.002
Si 12.386 1.262 18.095 -0.175 -0.124 -0.013
Si 15.151 4.218 17.869 -0.064 -0.037 -0.403
Si 12.43 6.952 17.956 0.031 -0.028 0.036
Si 15.048 9.51 17.613 0.012 0.076 -0.061
Si 12.322 12.212 17.581 0.05 -0.247 -0.09
Si 14.967 15.053 17.758 -0.035 -0.021 -0.092
Si 0.414 3.025 19.059 -0.031 -0.146 0.089
Si 3.042 0.021 19.132 0.176 -0.113 0.006
Si -0.232 7.956 18.955 -0.307 0.187 0.035
Si 0.861 2.272 21.223 -0.077 -0.599 -0.172
Si -0.05 13.593 18.887 0.168 0.335 0.234
Si 2.456 10.877 19.528 0.15 0.171 0.173
Si 5.45 2.781 19.281 -0.137 -0.272 -0.145
Si 8.255 -0.35 18.772 -0.169 0.096 0.23
Si 5.447 8.303 19.215 -0.127 0.327 0.003
Si 8.133 5.444 19.394 0.088 0.071 -0.07
Si 5.413 13.463 18.985 -0.002 -0.026 0.212
Si 8 10.855 18.964 -0.418 -0.075 0.33
Si 10.733 2.417 19.443 0.03 -0.125 0.057
Si 13.854 -0.169 19.54 -0.039 -0.089 0.025
Si 10.789 8.246 19.218 -0.011 0.012 -0.191
Si 14.203 5.266 21.061 -0.423 0.141 0.045
Si 11.08 13.634 18.911 0.121 0.282 0.019
Si 13.732 10.894 18.951 -0.011 0.198 -0.034
Si 2.658 5.25 19.159 -0.071 0.236 -0.384
Si 4.025 1.449 20.739 0.609 -0.009 -0.731
Si 0.651 10.002 21.162 -0.185 0.266 -0.309
Si 4.696 5.993 21.233 -0.268 -0.173 0.163
Si 0.783 14.908 20.601 0.056 -0.44 -0.27
Si 4.126 12.277 20.616 -0.061 0.025 -0.193
Si 6.406 4.418 20.687 0.268 -0.231 0.141
Si 9.121 0.915 20.469 0.075 -0.267 -0.204
Si 6.317 10.015 20.57 0.456 -0.031 -0.123
Si 9.598 6.817 20.651 -0.079 0.231 0.272
Si 7.217 14.408 20.103 0.104 -0.226 0.216
Si 9.425 12.367 19.878 0.002 0.05 0.764
Si 12.049 3.479 21.068 -0.092 0.152 0.315
Si 15.771 0.35 21.086 0.098 0.15 0.37
Si 11.429 9.944 20.691 0.01 0.3 0.21
Si 14.53 6.239 19.014 -0.406 -0.27 -0.115
Si 12.697 14.264 20.634 -0.184 -0.094 0.405
Si 15.053 12.258 20.212 -0.086 0.056 -0.349
Si -1.365 -4.754 25.852 -0.19 0.248 0.228
Si 0.168 3.946 22.749 -0.201 -0.068 -0.148
Si -1.232 8.731 25.365 -0.041 0.056 0.213
Si -1.399 8.651 28.478 -0.148 0.061 0.166
Si 1.652 16.177 24.507 -0.062 -0.18 0.109
Si 6.63 0.271 21.96 0.142 0.03 0.017
Si 7.533 3.229 23.499 0.18 0.037 0.441
Si 0.839 8.713 24.127 -0.619 0.161 0.36
Si 7.965 8.645 22.797 0.175 0.158 0.149
Si 2.418 13.897 22.799 -0.08 0.239 -0.083
Si 7.305 18.417 26.057 0.082 -0.033 0.249
Si 9.253 -0.359 23.182 0.221 0.092 0.265
Si 15.184 -0.242 24.158 -0.057 -0.21 0.126
Si 11.826 4.086 23.929 -0.105 -0.175 0.042
Si 11.308 5.582 21.659 0.03 -0.442 0.396
Si 10.362 10.396 23.329 0.093 0.059 0.239
Si 13.152 14.138 25.315 0.064 -0.098 0.115
Si -0.034 2.139 25.046 -0.107 -0.191 0.302
Si 1.93 5.866 24.393 0.802 -0.064 0.14
Si -4.371 9.161 28.558 -0.049 -0.127 -0.055
Si 2.104 16.472 27.51 0.331 -0.125 -0.031
Si 4.267 22.467 24.432 -0.392 -0.27 0.545
Si 2.367 2.211 29.237 0.272 -0.074 0.141
Si 6.697 4.767 25.701 0.293 0.02 0.193
Si 2.668 9.876 26.487 0.122 0.145 0.348
Si 10.74 11.525 30.149 -0.011 -0.029 -0.093
Si 1.647 13.723 28.195 0.026 -0.21 0.14
Si 8.682 13.799 29.527 0.023 0 -0.087
Si 9.859 2.072 24.64 0.196 -0.057 0.257
Si 7.721 7.685 25.828 0.209 -0.067 0.212
Si 16.444 6.04 32.278 -0.051 0 -0.16
Si 10.258 10.215 32.838 -0.544 -0.294 -0.149
Si 13.656 11.432 31.094 0.07 0.005 -0.236
Si 15.127 12.808 28.846 0.063 0.065 -0.107
Si 0.462 2.979 28.139 -0.004 0.066 -0.129
Si 2.282 2.928 33.198 0.085 0.001 -0.107
Si 4.454 5.723 28.897 0.144 0.052 0.241
Si 3.062 9.631 31.242 -0.02 0.083 -0.236
Si -5.493 13.581 23.3 0.054 -0.034 0.268
Si 1.713 22.052 27.562 0.09 0.097 0.364
Si 6.943 4.45 33.322 0.092 -0.042 -0.313
Si 9.148 2.373 30.721 -0.085 0.046 -0.301
Si 1.619 12.4 25.475 -0.118 0.179 0.375
Si 10.889 4.505 32.27 0.185 0.168 -0.477
Si 1.409 8.602 28.894 0.109 0.045 0.283
Si 6.166 12.837 31.291 -0.159 0.106 -0.302
Si 12.921 6.442 25.515 -0.345 -0.013 0.14
Si 15.664 0.563 28.809 -0.28 -0.086 0.172
Si 12.912 8.71 32.422 0.075 -0.094 -0.262
Si 13.087 6.482 28.637 -0.158 -0.086 -0.053
Si 7.827 16.125 28.058 -0.178 0.112 -0.172
Si 13.205 15.224 28.272 -0.088 -0.141 -0.097
Si 2.648 4.877 31.013 0.096 0.005 -0.138
Si 3.772 0.808 31.556 0.058 0.044 -0.223
Si 5.629 10.127 32.625 -0.154 0.149 -0.298
Si 6.844 0.581 31.037 -0.03 0.163 -0.261
Si 2.541 14.657 32.422 -0.072 -0.123 -0.204
Si 3.383 12.634 30.268 0.077 -0.016 -0.135
Si 6.97 4.445 30.272 0.111 0.1 -0.332
Si 8.684 6.287 31.645 0.024 -0.124 -0.391
Si 5.087 8.046 26.807 0.153 -0.063 0.319
Si 8.433 8.806 33.054 0.711 0.587 -0.268
Si 6.579 14.93 33.366 -0.048 -0.007 -0.013
Si 10.314 16.255 29.264 0.167 0.066 -0.103
Si 13.431 5.713 31.328 -0.042 -0.146 -0.049
Si 14.784 -3.148 33.26 0.143 0.019 -0.152
Si 10.73 8.555 25.818 -0.006 -0.11 0.1
Si 15.847 1.804 33.479 0.131 -0.274 -0.182
Si 16.062 15.727 31.765 0.158 0.067 -0.008
Si 17.615 8.75 33.42 0.035 -0.004 -0.214
O 2.794 -2.393 33.904 -0.011 0.044 0.309
O 1.153 -1.086 35.331 -0.063 0.031 0.211
O 3.035 1.37 27.93 -0.322 0.104 0.156
O 5.719 5.071 34.218 -0.075 0.48 0.282
O -3.703 4.247 35.169 0.086 0.012 -0.211
O -1.788 2.832 33.802 -0.428 0.315 0.187
O 2.412 8.02 34.256 0.207 -0.1 -0.045
O 3.273 5.173 27.867 0.066 -0.213 -0.129
O 1.873 9.761 32.333 0.07 0.007 -0.019
O 0.358 9.762 34.381 -0.191 -0.007 0.123
O 1.195 15.569 32.288 0.04 0.259 0.181
O 2.534 8.629 30.075 0.078 -0.296 0.195
O 5.602 -0.531 34.277 -0.17 0.066 0.243
O 4.209 1.443 35.384 -0.288 0.156 0.226
O 7.666 3.219 34.178 0.016 -0.192 -0.007
O 6.435 4.019 31.789 -0.188 -0.125 0.438
O 1.063 5.903 36.005 0.115 0.208 0.11
O 7.736 5.891 30.371 -0.108 0.155 0.017
O 8.7 8.025 34.474 -0.202 -0.099 0.038
O 7.042 9.769 35.507 0.086 -0.228 0.245
O 5.143 10.852 34.023 0.118 -0.085 0.497
O 4.459 9.181 31.959 0.062 -0.053 0.346
O 7.017 15.719 32.022 0.098 -0.105 0.05
O 7.836 14.517 34.324 0.151 -0.047 0.089
O 9.63 1.249 35.014 0.152 -0.154 0.367
O 11.778 -0.886 35.052 0.343 -0.238 0.17
O 15.34 0.578 32.525 -0.151 0.098 0.026
O 13.273 1.743 35.859 -0.105 -0.418 0.068
O 11.311 6.41 35.655 0.263 0.022 0.124
O 10.498 4.579 33.84 -0.258 0.052 0.071
O 15.129 7.017 35.219 0.002 0.043 -0.217
O 10.932 10.873 34.172 0.241 0.167 0.298
O 9.576 15.058 30.129 0.118 -0.028 0.04
O 9.3 12.504 35.147 0.085 -0.122 0.208
O 13.843 12.179 32.517 -0.066 -0.063 0.031
O 13.854 14.143 34.235 0.051 -0.081 -0.328
O 1.294 4.396 19.437 0.381 0.214 -0.159
O 4.604 7.349 25.406 -0.13 0.124 -0.311
O 5.109 0.94 21.945 -0.084 -0.129 0.077
O 0.202 -1.03 24.478 0.082 -0.084 0.032
O 0.056 8.614 20.475 0.261 0.011 -0.091
O -1.837 7.13 28.842 0.256 0.1 0.207
O 4.686 6.255 22.859 0.197 -0.075 -0.586
O 1.998 9.102 25.224 -0.026 -0.125 -0.099
O 2.405 16.134 25.949 -0.052 0.153 0.058
O 1.041 13.926 21.918 -0.054 0.18 0.003
O 3.631 13.25 21.895 0.051 -0.07 -0.103
O 2.632 15.443 23.403 -0.012 -0.103 0.048
O 3.229 5.41 20.714 0.059 0.022 -0.135
O 6.81 3.655 22.135 -0.215 0.206 -0.415
O 9.844 0.074 21.701 0.009 0.245 -0.35
O 7.578 1.29 21.048 -0.091 0.406 -0.093
O 5.292 11.198 21.152 0.111 -0.179 -0.155
O 6.688 9.148 21.932 -0.201 -0.003 0.016
O 4.735 7.413 20.433 0.29 -0.043 -0.017
O 8.812 7.572 21.916 -0.001 -0.304 -0.164
O 6.429 15.187 21.324 -0.187 0.077 0.185
O 6.734 18.525 24.489 -0.255 0.297 -0.297
O 8.384 13.38 20.798 -0.029 -0.205 -0.982
O 10.484 11.309 20.646 0.096 -0.083 -0.211
O 12.339 3.086 22.702 -0.05 0.044 -0.392
O 11.147 3.016 24.971 0.047 0.312 0.103
O 15.089 0.201 22.602 -0.123 -0.083 -0.214
O 18.729 -1.043 20.201 -0.449 -0.022 0.053
O 10.669 9.794 24.793 -0.017 0.105 -0.012
O 11.371 9.613 22.3 0.269 -0.388 -0.124
O 13.608 3.776 20.522 0.041 0.01 0.303
O 10.792 5.166 23.217 0.132 0.226 -0.18
O 9.541 14.469 23.447 -0.172 -0.109 -0.336
O 11.768 14.137 22.021 0.181 0.038 -0.352
O 15.938 11.25 21.19 0.332 -0.566 0.232
O 13.977 13.237 21.037 -0.387 0.18 -0.282
O 0.477 0.268 27.742 0.115 -0.065 -0.212
O 2.649 1.048 30.385 -0.267 0.24 -0.085
O 0.915 9.64 22.761 0.088 0.21 -0.307
O -3.478 6.109 21.776 0.403 0.047 -0.074
O 1.181 7.168 23.744 -0.156 -0.236 -0.289
O 2.171 12.939 24.07 0.029 -0.008 0.066
O -8.838 7.931 24.214 -0.277 0.1 -0.243
O -0.807 8.642 26.959 -0.023 -0.174 -0.145
O -2.441 13.957 28.976 -0.154 -0.133 0.035
O -1.243 17.439 25.185 0.145 0.297 -0.097
O 5.149 4.849 25.146 0.102 0.038 -0.028
O -0.596 3.296 24.055 0.182 0.017 0.1
O 7.632 -0.049 23.26 -0.297 -0.139 -0.165
O 7.699 4.559 24.427 0.061 0.124 -0.356
O 1.726 9.766 27.808 -0.181 0.02 -0.358
O 4.125 9.34 26.961 -0.22 0.209 -0.008
O 10.02 11.277 31.599 -0.064 0.12 -0.104
O 6.625 8.596 26.639 0.014 0.202 -0.079
O 5.309 17.565 31.087 0.123 -0.137 0.092
O 1.239 17.767 24.278 0.046 0.212 -0.175
O 7.028 16.997 26.874 0.157 -0.172 0.038
O 7.163 16.666 29.46 -0.272 -0.125 0.002
O 10.126 0.494 24.302 -0.136 -0.148 -0.005
O 6.772 3.449 26.714 0.027 -0.036 -0.035
O 15.479 4.987 22.057 0.29 0.187 0.071
O 18.977 2.006 21.314 -0.731 0.33 0.345
O 12.995 10.238 20.314 -0.248 -0.113 -0.274
O 8.933 2.16 25.974 0.11 -0.174 -0.021
O 13.028 5.325 29.773 0.226 0.098 -0.027
O 7.307 6.157 26.319 -0.287 -0.121 -0.202
O 9.236 8.07 26.284 -0.034 -0.126 0.134
O 8.809 10.022 23.021 -0.238 -0.067 -0.296
O 11.725 13.785 24.684 -0.115 -0.1 -0.237
O 14.911 11.797 30.108 0.161 0.047 0.02
O 0.615 4.623 28.239 -0.076 -0.075 0.013
O 0.733 2.551 32.77 -0.055 -0.107 -0.225
O 1.465 5.668 25.958 -0.131 -0.14 0.028
O 2.888 4.288 32.51 -0.1 -0.081 0.053
O 3.373 11.078 30.634 -0.053 -0.156 0.056
O -5.869 12.004 23.282 -0.145 -0.03 -0.221
O -2.293 12.829 25.257 0.021 -0.109 -0.268
O -1.335 11.91 27.477 0.186 -0.339 -0.174
O 0.404 19.12 26.496 0.157 -0.042 -0.122
O 3.77 15.642 31.992 0.224 0.136 0.16
O 2.293 3.177 34.791 -0.049 0.291 0.074
O 5.721 4.687 29.211 0.099 -0.217 -0.207
O 12.934 5.013 24.707 0.345 -0.106 0.027
O 12.954 5.988 27.097 0.111 -0.08 0.008
O 4.99 7.094 28.162 0.076 -0.003 -0.029
O 10.213 5.746 31.453 0.007 0.061 0.001
O 2.395 15.157 28.434 -0.162 0.32 0.182
O 10.979 10.106 29.354 0.04 -0.174 0.151
O 6.153 11.237 31.553 0.031 -0.158 0.224
O 4.918 13.196 30.283 0.161 0.217 -0.161
O 9.433 16.459 27.887 -0.011 0.178 -0.192
O 7.856 14.451 28.211 0.236 -0.168 -0.084
O 16.599 -2.872 28.935 -0.12 0.091 0.153
O 9.059 2.646 23.302 -0.126 -0.055 -0.21
O 11.579 9.223 27.015 0.047 0.093 -0.059
O 24.568 3.372 29.796 0.054 -0.068 -0.083
O 11.52 7.249 25.238 -0.042 -0.187 -0.176
O 15.035 5.615 31.568 0.008 -0.095 0.212
O 16.297 8.957 29.439 0.105 -0.186 -0.027
O 16.572 11.668 25.275 0.148 -0.295 -0.168
O 12.518 4.627 32.151 0.11 -0.149 0.25
O 13.652 9.831 31.463 0.003 -0.04 0.103
O 13.883 15.268 24.429 -0.157 -0.007 -0.353
O 14.247 16.467 28.209 0.235 0.369 -0.22
O 2.867 3.578 30.012 -0.074 0.031 -0.04
O 6.863 9.157 32.938 -0.11 -0.239 -0.086
O -0.82 2.221 28.886 0.107 -0.005 -0.22
O 3.308 1.729 32.805 -0.133 -0.073 0.311
O -1.978 10.222 25.32 0.045 0.081 -0.116
O -4.478 7.589 29.001 -0.08 0.053 0.235
O 3.724 5.95 30.379 -0.095 0.06 -0.003
O -2.261 7.46 25.086 0.173 0.046 -0.307
O -3.585 14.714 26.789 -0.263 -0.063 0.091
O 2.46 13.444 31.334 -0.13 0.184 0.205
O -2.765 9.585 28.629 -0.026 0.136 -0.166
O -0.53 12.38 34.155 0.067 -0.103 0.037
O 8.036 5.627 33.005 0.072 0.196 0.074
O 1.51 4.658 23.367 -0.108 0.063 -0.106
O 8.02 1.573 31.586 0.106 -0.231 0.168
O 10.161 1.31 29.987 0.158 0.049 0.215
O 1.403 13.558 26.599 -0.162 -0.103 -0.182
O 1.177 5.589 31.167 -0.194 -0.155 0.085
O 10.206 3.161 31.666 -0.058 0.002 0.243
O 13.481 8.699 33.953 -0.024 -0.045 0.458
O 5.942 13.55 32.754 -0.158 -0.15 0.065
O 2.728 12.671 28.784 -0.17 -0.022 -0.077
O 7.565 13.256 30.575 -0.102 0.102 0.3
O 2.786 11.43 26.055 0.074 -0.205 -0.07
O 13.061 7.242 31.742 -0.261 0.071 0.15
O 8.755 7.889 31.739 0.103 -0.186 0.205
O 15.38 -2.122 32.118 -0.054 -0.223 0.125
O 15.968 -0.259 30.186 0.295 0.132 -0.021
O 12.28 12.024 30.414 0.124 0.224 0.186
O 11.335 9.063 32.398 -0.13 -0.067 -0.024
O 16.446 5.261 33.722 -0.005 -0.375 0.348
O 16.234 1.173 34.919 0.012 -0.084 -0.033
O 11.856 15.785 29.013 0.079 -0.029 0.191
O 9.776 12.564 29.296 -0.085 -0.16 -0.208
O 16.68 7.637 32.636 -0.13 0.1 0.28
O 17.909 7.12 28.227 -0.189 -0.094 -0.366
Si 0.011 0.054 5.467 0.02 -0.006 -0.041
Si 2.783 2.789 5.498 -0.051 -0.03 0
Si -0.007 5.603 5.439 0.027 -0.031 -0.011
Si 2.727 8.296 5.449 0.049 0.004 -0.018
Si -0.012 10.997 5.415 0.006 -0.019 -0.093
Si 2.713 13.672 5.465 -0.081 -0.068 -0.024
Si 5.492 0.052 5.544 0.04 0.023 0.005
Si 8.252 2.79 5.521 0.056 0.103 -0.096
Si 5.564 5.505 5.503 0.014 0.061 -0.019
Si 8.258 8.246 5.425 -0.061 0.022 -0.064
Si 5.445 10.991 5.467 -0.002 -0.043 -0.052
Si 8.178 13.741 5.509 0.047 -0.028 -0.002
Si 10.925 0.059 5.539 -0.022 -0.007 -0.002
Si 13.674 2.844 5.48 0.068 0.017 0.008
Si 10.959 5.574 5.421 0.023 -0.048 0.029
Si 13.699 8.298 5.389 0.075 0.062 -0.039
Si 10.953 10.999 5.463 -0.031 -0.008 -0.028
Si 13.691 13.702 5.482 -0.025 0.038 -0.029
Si 1.402 1.404 6.838 0.057 -0.027 -0.015
Si 4.156 4.152 6.855 -0.023 -0.02 -0.01
Si 1.379 6.918 6.826 -0.056 0.036 0.009
Si 4.099 9.62 6.838 -0.031 0.027 -0.001
Si 1.35 12.322 6.83 0.038 0.04 0.003
Si 4.092 15.056 6.841 -0.03 0.083 -0.04
Si 6.878 1.418 6.884 0.001 -0.08 -0.003
Si 9.631 4.181 6.83 -0.009 -0.032 -0.003
Si 6.909 6.893 6.839 0.012 -0.047 0
Si 9.603 9.608 6.819 0.03 -0.022 0.007
Si 6.825 12.342 6.846 0.003 0.02 -0.001
Si 9.562 15.082 6.886 -0.037 0.037 0.005
Si 12.326 1.443 6.843 -0.018 0.007 0.025
Si 15.059 4.205 6.822 -0.067 0.015 0.02
Si 12.339 6.925 6.789 -0.052 0.002 -0.052
Si 15.052 9.624 6.806 0.012 -0.06 -0.003
Si 12.32 12.342 6.847 0.005 -0.006 0.016
Si 15.05 15.087 6.837 -0.028 0.039 0.011
Si 0.022 2.798 8.175 0.014 -0.001 -0.004
Si 2.752 0.034 8.215 -0.042 -0.038 0.011
Si 0.001 8.256 8.196 0.027 0.011 0.012
Si 2.753 5.523 8.185 0.039 -0.009 0
Si 0.007 13.708 8.198 0.032 0.009 -0.005
Si 2.725 10.969 8.202 -0.002 -0.021 0.011
Si 5.5 2.777 8.235 -0.009 -0.01 0.004
Si 8.224 0.049 8.256 0.039 0.021 0.023
Si 5.49 8.24 8.177 -0.01 -0.001 -0.004
Si 8.255 5.514 8.207 0.023 0.015 0.015
Si 5.467 13.705 8.216 0.028 -0.009 -0.013
Si 8.216 10.962 8.19 -0.024 -0.006 -0.016
Si 10.969 2.801 8.211 0.027 0.001 -0.004
Si 13.686 0.058 8.2 0.014 -0.025 -0.012
Si 10.967 8.245 8.192 -0.002 0.036 0.005
Si 13.679 5.545 8.189 0.056 -0.024 -0.008
Si 10.952 13.705 8.222 0.003 -0.002 -0.007
Si 13.683 10.964 8.204 -0.027 0.028 0.006
Si 1.394 4.141 9.562 -0.014 -0.028 0.001
Si 4.125 1.398 9.588 0.02 -0.013 0.005
Si 1.371 9.6 9.568 0.01 -0.003 -0.007
Si 4.137 6.865 9.555 -0.012 0.021 -0.005
Si 1.379 15.068 9.564 0.014 0.027 0.006
Si 4.103 12.324 9.562 -0.033 0.024 -0.01
Si 6.89 4.138 9.575 -0.022 0.016 -0.003
Si 9.616 1.421 9.585 -0.027 -0.008 0.014
Si 6.854 9.586 9.556 -0.003 0.012 -0.002
Si 9.619 6.866 9.572 -0.014 -0.029 -0.002
Si 6.844 15.066 9.59 -0.02 0 0.005
Si 9.584 12.319 9.576 0.01 0.008 0
Si 12.338 4.159 9.567 -0.031 -0.02 0.003
Si 15.062 1.426 9.554 -0.023 -0.023 0.005
Si 12.323 9.59 9.581 -0.021 -0.017 -0.005
Si 15.054 6.877 9.573 -0.022 0.019 -0.002
Si 12.327 15.087 9.574 -0.002 0.023 0
Si 15.045 12.34 9.566 0.001 0.001 -0.015

Results
total energy: -115445.840 eV
total energy less fixed offsets of O -438.04, Si -107.15 eV per atom: 8.900 eV
